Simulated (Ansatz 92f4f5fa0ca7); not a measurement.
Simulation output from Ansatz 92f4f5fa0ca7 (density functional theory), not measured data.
Periodic cell of 297 atoms, Si195O102, from a study of silicon, its oxide and their interface. The atomic structure is a simulated model.
Doubt: the cutoff is far below the 930 eV that the study's wrapper takes by default for these files, so forces and energies are approximate.
This geometry differs little from another in the collection (a relaxation step or a small displacement).

Settings: functional PBE; potential files Ansatz PAW; basis plane waves; wave-function cutoff 580 eV; density cutoff ratio 5; exchange-correlation grid ratio 1; k mesh 1 x 1 x 1, Gamma-centred; self-consistency stop 5e-08 eV per atom in the density residual; occupations fixed; spin none; net charge 0.

Cell vectors (angstrom)
a	11.6015	0	0
b	0	10.938	0
c	0	0	41.316

Atoms: element, x, y, z (angstrom)
Si	0	0	0.9665
Si	3.8672	0	0.9665
Si	7.7343	0	0.9665
Si	1.9336	1.3673	0.9665
Si	5.8008	1.3673	0.9665
Si	9.6679	1.3673	0.9665
Si	0	5.469	0.9665
Si	3.8672	5.469	0.9665
Si	7.7343	5.469	0.9665
Si	1.9336	6.8362	0.9665
Si	5.8008	6.8362	0.9665
Si	9.6679	6.8362	0.9665
Si	1.9336	2.7345	40.3489
Si	5.8008	2.7345	40.3489
Si	9.6679	2.7345	40.3489
Si	0	4.1018	40.3489
Si	3.8672	4.1018	40.3489
Si	7.7343	4.1018	40.3489
Si	1.9336	8.2035	40.3489
Si	5.8008	8.2035	40.3489
Si	9.6679	8.2035	40.3489
Si	0	9.5708	40.3489
Si	3.8672	9.5708	40.3489
Si	7.7343	9.5708	40.3489
Si	0	0	4.8337
Si	3.8672	0	4.8337
Si	7.7343	0	4.8337
Si	1.9336	1.3673	4.8337
Si	5.8008	1.3673	4.8337
Si	9.6679	1.3673	4.8337
Si	0	5.469	4.8337
Si	3.8672	5.469	4.8337
Si	7.7343	5.469	4.8337
Si	1.9336	6.8362	4.8337
Si	5.8008	6.8362	4.8337
Si	9.6679	6.8362	4.8337
Si	1.9336	2.7345	2.9001
Si	5.8008	2.7345	2.9001
Si	9.6679	2.7345	2.9001
Si	0	4.1018	2.9001
Si	3.8672	4.1018	2.9001
Si	7.7343	4.1018	2.9001
Si	1.9336	8.2035	2.9001
Si	5.8008	8.2035	2.9001
Si	9.6679	8.2035	2.9001
Si	0	9.5708	2.9001
Si	3.8672	9.5708	2.9001
Si	7.7343	9.5708	2.9001
Si	-3.6266	-2.1934	22.9256
Si	-0.2975	3.8914	32.8422
Si	3.3325	5.2339	24.6778
Si	-2.6401	3.535	33.2392
Si	2.0466	-3.961	32.052
Si	12.0704	0.5994	30.9695
Si	3.4044	3.1503	22.1765
Si	0.8922	5.0709	31.0944
Si	5.9063	6.3769	26.2463
Si	-2.362	10.8668	30.005
Si	4.7081	9.699	32.3492
Si	10.3337	8.8683	33.177
Si	-3.2558	5.4915	29.3099
Si	10.665	2.6291	24.0826
Si	11.2524	6.7705	29.8409
Si	0.2762	8.4327	31.4647
Si	7.5359	8.1903	25.8262
Si	12.206	1.5883	33.105
Si	6.2036	6.4956	31.1679
Si	4.9187	12.8207	31.3855
Si	8.4135	9.8367	32.2261
Si	-4.2334	14.639	31.4991
Si	4.1155	7.6703	30.9842
Si	7.7161	12.1902	27.7585
Si	-0.5317	-0.0832	34.389
Si	3.9737	-0.2349	34.4699
Si	7.6587	0.1031	34.3103
Si	2.5674	1.6629	34.327
Si	5.6932	1.391	34.5979
Si	9.3739	1.5807	34.6237
Si	0.1752	5.3966	34.6212
Si	4.1988	5.2146	34.4602
Si	8.1332	5.4047	34.5688
Si	2.2116	6.5673	34.4065
Si	6.1285	6.7298	34.4231
Si	9.9611	6.947	34.6419
Si	2.0817	2.7113	36.4593
Si	5.895	2.728	36.537
Si	9.7284	2.7665	36.5828
Si	0.1106	4.0487	36.528
Si	3.9932	4.1084	36.5362
Si	7.8342	4.1295	36.5322
Si	1.989	8.1304	36.3372
Si	5.9039	8.1232	36.4116
Si	9.7388	8.2823	36.5418
Si	0.0705	9.651	36.4141
Si	3.9253	9.4687	36.4595
Si	7.7613	9.6289	36.3625
Si	0	0	38.4154
Si	3.8672	0	38.4154
Si	7.7343	0	38.4154
Si	1.9336	1.3673	38.4154
Si	5.8008	1.3673	38.4154
Si	9.6679	1.3673	38.4154
Si	0	5.469	38.4154
Si	3.8672	5.469	38.4154
Si	7.7343	5.469	38.4154
Si	1.9336	6.8362	38.4154
Si	5.8008	6.8362	38.4154
Si	9.6679	6.8362	38.4154
Si	1.844	2.6223	6.849
Si	5.7365	2.6766	6.847
Si	9.6107	2.7714	6.7152
Si	-0.0527	4.0779	6.6786
Si	3.7865	4.0132	6.7332
Si	7.6454	4.0981	6.7857
Si	1.8681	8.1569	6.8458
Si	5.7404	8.2778	6.723
Si	9.5627	8.2678	6.7075
Si	-0.0639	9.5442	6.8012
Si	3.7914	9.5942	6.8109
Si	7.6731	9.7068	6.7913
Si	-0.1861	-0.1173	8.7844
Si	3.8205	-0.0774	8.8578
Si	7.7511	0.2008	8.7394
Si	1.815	1.1783	8.8557
Si	5.7234	1.429	8.9369
Si	9.7867	1.5635	8.6908
Si	0.057	5.1833	8.6933
Si	3.7629	5.366	8.6446
Si	7.434	5.529	8.6678
Si	1.8895	6.7074	8.8051
Si	5.5646	6.8985	8.608
Si	8.8834	7.352	8.737
Si	0.1291	-1.888	14.7348
Si	10.992	3.2917	10.0524
Si	6.1213	2.146	13.1252
Si	-1.4276	6.9221	13.5301
Si	7.4964	1.2204	16.6307
Si	2.1569	7.6595	11.0306
Si	2.2501	3.6447	17.2474
Si	3.508	4.0802	10.6241
Si	11.3788	7.8197	11.5666
Si	-3.9919	10.7093	13.881
Si	1.1845	4.1198	14.2355
Si	3.2121	5.796	12.2145
Si	-1.0577	0.022	12.7847
Si	3.8349	-1.4554	10.8215
Si	5.8313	-2.7253	10.5763
Si	1.5836	2.6144	10.7219
Si	7.1616	4.7409	10.9006
Si	10.327	-1.1568	10.7426
Si	-3.2288	3.6074	15.0328
Si	9.52	4.4705	11.5171
Si	5.3025	7.4367	16.1555
Si	-1.2904	4.544	13.7797
Si	10.304	6.2969	10.1867
Si	5.9582	5.4315	18.5509
O	17.9981	8.3332	22.7647
O	-7.7656	-7.3202	16.7698
O	13.8402	27.0741	13.498
O	40.217	19.8763	16.766
O	15.6818	32.1634	26.3118
O	-9.9036	2.157	17.7132
O	8.818	30.4556	26.8314
O	15.9937	13.4436	18.9489
O	-21.4905	-11.6998	21.9705
O	10.4961	-10.0726	30.5171
O	-7.641	-10.1838	24.1525
O	-28.4948	15.9053	31.8179
O	-15.6034	-16.3582	18.5432
O	-17.0202	0.7404	27.4428
O	4.7485	16.9584	25.0864
O	19.9235	-11.5227	22.9837
O	5.2169	10.5073	22.1698
O	13.0707	-20.5579	29.9037
O	-30.0685	10.9381	18.239
O	-1.7246	4.206	17.8057
O	22.9028	9.8111	23.6432
O	10.9507	-7.433	22.6967
O	-4.5574	-4.4964	29.7262
O	-21.0107	-8.9374	22.154
Si	0.6638	-9.8542	18.4249
Si	2.0558	-10.2777	21.186
Si	12.4148	9.8209	17.4317
Si	22.677	4.4699	21.3627
Si	21.7035	-3.4485	20.8892
Si	2.4461	2.6037	29.6716
Si	5.1643	11.8876	23.0732
Si	19.4095	12.3707	20.2155
Si	2.3318	-5.8702	20.1313
Si	5.5438	21.1729	27.0127
Si	14.5159	8.8569	15.4962
Si	-9.6146	4.177	27.1546
Si	-10.9376	-1.9178	22.5754
Si	18.2187	8.3192	32.5656
Si	-7.1983	7.9855	28.592
Si	-25.9893	5.3908	17.4536
Si	15.9817	7.3649	20.4318
Si	-8.1811	-0.6373	24.8227
Si	10.942	4.4079	25.5858
Si	-3.4563	4.4441	27.1976
Si	0.2229	-0.2181	24.9076
Si	-17.8682	-1.5021	18.2979
Si	-6.7108	8.8912	22.4794
Si	-10.207	6.6307	24.5967
Si	-1.4542	-2.8947	18.4783
Si	-21.5053	-3.7797	27.6055
Si	7.0046	7.6186	13.6307
Si	28.8157	13.8732	10.896
Si	9.8983	-7.9703	18.8474
Si	1.2093	2.0582	12.9941
Si	4.7087	11.9681	19.496
Si	15.2866	0.2863	13.5877
Si	16.7481	3.299	17.7361
Si	-1.9537	9.9682	27.1478
Si	8.103	1.0261	23.1807
Si	-5.9012	-15.4667	12.1041
Si	8.0679	9.1794	10.0066
Si	-7.2754	13.9007	33.4023
Si	-15.0613	10.402	18.3156
O	-0.5879	-0.7107	26.2597
O	-16.9845	-20.7451	20.1126
O	4.4127	-24.3028	19.2586
O	-39.5355	-23.3461	18.8197
O	2.4428	-7.9964	28.0838
O	-1.0001	-3.0568	14.8149
O	-16.6754	31.3757	25.9288
O	1.3325	-3.206	23.3707
O	-19.4823	-0.8746	14.7325
O	2.9612	4.1499	25.8607
O	24.645	7.4562	26.0304
O	-20.2847	6.5968	20.3339
O	-7.6809	-1.9105	23.8588
O	15.5343	10.5621	12.1135
O	34.9227	-13.3309	18.2414
O	8.1782	1.7897	21.7399
O	8.654	-10.8155	19.7385
O	-22.8017	4.0034	26.7839
O	11.587	-22.7731	16.0191
O	-25.6061	-9.0931	24.0651
O	-2.1043	-6.1825	26.2941
O	-2.9616	2.2672	15.9927
O	32.4381	21.6793	13.7466
O	2.3563	-34.3829	16.9757
O	6.9563	9.2629	13.5145
O	-7.6301	13.1863	30.1077
O	3.8258	-14.3882	15.4592
O	-5.3512	-8.67	17.0479
O	3.4083	15.2005	23.3651
O	28.1536	-10.6951	31.5644
O	-2.8636	0.362	26.8384
O	30.3009	-21.0064	12.7801
O	0.3003	18.2689	28.4274
O	0.0315	5.6584	24.719
O	48.4877	37.4962	18.54
O	18.2032	1.2114	23.8107
O	15.0949	-21.3704	20.4336
O	19.9665	26.0438	30.287
O	-6.5121	-4.1021	27.6239
O	9.6881	-4.5634	29.5797
O	9.29	9.3327	17.8866
O	-12.4694	-9.2463	18.2461
O	5.305	9.3485	28.378
O	-14.8878	-13.7911	24.3811
O	13.0211	-6.8345	15.8937
O	-4.4764	22.0876	15.3806
O	-21.2863	3.8988	30.4947
O	-6.1227	28.0501	19.9734
O	14.4435	8.1925	28.1232
O	-41.634	-9.4299	13.8432
O	-18.3903	-8.6251	22.2441
O	-12.5673	14.3922	20.1906
O	6.7949	15.9585	26.4701
O	13.4194	10.3885	25.0757
O	13.204	19.2966	14.6636
O	0.9938	4.9634	21.0538
O	-3.5037	44.6437	29.3251
O	3.3739	14.9502	20.8009
O	0.0792	1.3778	24.511
O	-9.4085	0.9389	13.6758
O	20.3965	51.8085	21.7038
O	-34.994	8.3725	21.3595
O	23.2841	-0.9969	13.3842
O	7.0185	-7.705	14.0633
O	-6.2574	28.1988	17.3151
O	-10.6788	-10.0112	20.0445
O	-0.3897	1.5277	12.9485
O	6.5316	-14.6854	15.1367
O	0.809	42.7511	30.9244
O	19.7297	4.9301	16.0169
O	-12.9949	-5.0612	21.3119
O	31.7569	18.1266	13.3306
O	-3.6913	2.8299	27.4414
O	6.4409	13.3667	31.0703
O	2.2072	16.5636	27.896
O	-1.7176	9.9222	28.7891
O	-36.7256	-4.164	17.5253
O	8.3253	-8.3139	19.2133

Results
free energy: -181956.279 eV
free energy less fixed offsets of O -568.88, Si -635.61 eV per atom: 13.431 eV

Forces (eV/angstrom), in the order of the atoms: element, x, y, z
Si	-0.0144	0.0666	0.0075
Si	0.0065	0.0753	0.0028
Si	0.018	0.0649	-0.028
Si	0.0051	-0.0903	0.0135
Si	-0.0108	-0.0342	0.0272
Si	-0.0042	0.0206	0.0031
Si	-0.0108	-0.0305	0.0033
Si	0.0072	0.0309	-0.0096
Si	-0.005	0.0317	0.0064
Si	-0.0013	-0.123	-0.0133
Si	-0.0111	-0.0246	-0.0175
Si	0.0243	-0.0097	0.0164
Si	0.0553	0.1171	-0.0436
Si	-0.0034	0.0055	0.0353
Si	0.0268	-0.0314	0.0638
Si	-0.0268	0.0307	0.019
Si	0.0095	-0.0181	0.0325
Si	0.0492	-0.028	0.008
Si	0.0172	0.1588	-0.0538
Si	0.0265	0.061	-0.038
Si	0.0166	-0.0489	0.069
Si	0.0289	-0.0745	-0.0374
Si	0.0656	-0.0677	-0.0057
Si	0.0322	-0.1563	-0.0906
Si	0.0154	-0.0475	0.2541
Si	-0.1806	0.0747	0.192
Si	-0.1234	0.2913	-0.4148
Si	-0.0491	-0.187	0.0932
Si	0.0212	-0.1152	0.2825
Si	-0.1493	-0.0524	-0.1957
Si	0.1382	0.2163	-0.4203
Si	-0.1354	-0.1525	0.0901
Si	-0.1396	-0.0014	0.1226
Si	-0.0329	-0.0023	0.2785
Si	0.05	0.1547	-0.0276
Si	-0.1666	-0.0972	0.0388
Si	-0.0516	0.1494	0.0888
Si	-0.069	0.1135	0.0767
Si	0.0171	-0.0074	0.001
Si	-0.0281	0.0537	-0.0882
Si	0.019	0.0134	-0.0688
Si	-0.0162	-0.0667	0.0223
Si	0.0107	0.1265	0.0404
Si	-0.0309	-0.0359	-0.0636
Si	-0.0263	0.0102	-0.047
Si	-0.0404	-0.0932	0.0422
Si	-0.0123	-0.0979	0.0278
Si	-0.0194	-0.0526	0.0312
Si	0.0707	0.1203	0.1745
Si	-0.146	-0.09	-0.0048
Si	-0.0345	-0.138	0.1468
Si	-0.1027	0.0069	-0.0542
Si	0.0379	-0.0054	-0.0278
Si	-0.0467	0.0987	0.2763
Si	0.0416	-0.1123	0.0746
Si	0.0744	-0.0537	0.1694
Si	-0.0947	0.3247	0.2093
Si	-0.0593	-0.0261	0.3663
Si	-0.0714	0.2605	-0.0622
Si	-0.0846	0.0097	-0.1352
Si	-0.1061	-0.0506	-0.1959
Si	-0.1735	-0.1424	0.2025
Si	0.2808	0.078	0.3931
Si	0.116	0.0834	0.0686
Si	0.0913	0.3355	0.1432
Si	0.0728	0.0326	-0.1605
Si	-0.2597	0.4789	0.1014
Si	-0.1607	0.0941	0.4555
Si	0.1403	-0.0052	0.2377
Si	0.2221	-0.0183	0.5324
Si	-0.2953	-0.0223	0.0782
Si	0.0086	-0.3779	0.1877
Si	0.0568	-0.0524	0.1152
Si	-0.0305	-0.0731	0.0591
Si	0.0265	0.0914	-0.0518
Si	0.0318	0.1017	0.0172
Si	-0.0313	0.0862	0.0559
Si	-0.1509	-0.0687	0.0413
Si	-0.0202	0.0051	0.0204
Si	0.1014	-0.0477	-0.1765
Si	0.0318	0.0869	-0.0364
Si	-0.0346	-0.0156	-0.2037
Si	0.0313	0.1029	0.2358
Si	0.0636	-0.0025	-0.0104
Si	-0.0463	-0.0651	-0.1145
Si	-0.0008	-0.0475	-0.0066
Si	0.0484	0.1215	0.0024
Si	-0.0093	0.0219	-0.0329
Si	0.0763	-0.0757	-0.0167
Si	0.013	-0.0348	0.017
Si	0.0585	-0.0448	0.0264
Si	0.035	-0.0377	-0.0826
Si	-0.0322	0.062	-0.0597
Si	0.0083	0.0746	-0.0358
Si	-0.0033	-0.1155	-0.0411
Si	-0.0208	-0.1439	-0.0925
Si	0.2109	0.0733	-0.1186
Si	0.0365	-0.2023	-0.3527
Si	-0.0746	0.0255	-0.425
Si	0.1288	-0.1391	-0.1322
Si	0.2355	-0.147	0.3538
Si	0.0205	-0.2939	0.3962
Si	0.2183	-0.08	0.1292
Si	0.0974	0.2939	0.2114
Si	-0.1022	0.2214	0.405
Si	-0.1298	0.0168	-0.4984
Si	0.1538	-0.0018	-0.0766
Si	-0.0115	0.1061	0.098
Si	-0.0757	0.0515	0.0945
Si	-0.0263	0.069	-0.0505
Si	-0.0523	0.0677	-0.0785
Si	-0.0236	-0.1189	-0.0538
Si	0.0984	-0.0001	0.1017
Si	-0.0174	-0.0748	0.0256
Si	-0.0002	0.0152	0.1054
Si	-0.0968	0.0313	0.0468
Si	0.0927	0.0701	0.0259
Si	0.05	-0.089	-0.0579
Si	0.0043	-0.1144	-0.0443
Si	0.0572	0.0118	-0.1066
Si	-0.0956	-0.0789	-0.0136
Si	-0.0059	0.039	-0.0663
Si	0.031	0.085	0.0034
Si	0.0149	0.0345	0.0038
Si	-0.0368	0.0058	0.1272
Si	0.0501	0.0495	0.0815
Si	0.1438	-0.0332	0.3403
Si	-0.0571	0.2693	0.0272
Si	-0.1618	0.186	0.0832
Si	0.0968	-0.1516	-0.069
Si	0.0607	-0.0004	-0.0173
Si	-0.0439	0.074	0.1336
Si	-0.0467	-0.1142	-0.1735
Si	-0.1035	-0.1679	-0.0673
Si	0.0759	0.3104	-0.6587
Si	-0.1523	-0.1517	-0.043
Si	0.0324	0.2738	-0.1938
Si	-0.1818	-0.1201	-0.0881
Si	0.0386	-0.055	-0.2078
Si	0.0265	-0.095	0.018
Si	0.1259	-0.2922	-0.0281
Si	0.1408	-0.0713	-0.2992
Si	-0.2559	-0.0337	-0.2559
Si	-0.0116	-0.1154	0.0802
Si	0.1058	-0.0146	-0.3609
Si	0.0447	0.2503	0.1875
Si	0.0397	-0.2298	-0.2237
Si	0.0408	-0.0192	-0.1041
Si	0.0835	0.1668	0.1065
Si	-0.1225	0.0007	-0.114
Si	0.1527	0.048	-0.4814
Si	-0.0162	0.0714	-0.1534
Si	0.0141	-0.0387	-0.2533
Si	0.1114	0.3081	-0.1389
Si	0.0289	0.0361	0.0497
Si	-0.0166	0.2438	-0.1133
O	-0.0311	-0.0799	-0.1249
O	0.0082	-0.0207	0.0087
O	0.0942	0.0692	-0.0272
O	0.0076	0.0367	0.1543
O	-0.0423	0.0027	-0.1456
O	0.0059	0.044	0.0401
O	-0.1423	-0.1893	-0.1694
O	0.0103	-0.0927	0.1007
O	-0.0038	-0.0411	-0.0048
O	-0.0281	-0.0848	0.0851
O	0.0278	-0.0036	-0.0737
O	0.1731	-0.079	-0.2142
O	0.0483	0.0605	0.1282
O	0.0345	0.1185	-0.0568
O	0.0693	-0.0791	-0.0356
O	0.0184	-0.1107	-0.0175
O	-0.0242	-0.1597	-0.0719
O	0.1709	0.1391	-0.2868
O	0.0269	-0.027	0.0112
O	0.0855	-0.0154	0.0573
O	-0.0352	-0.0694	-0.1464
O	0.0644	0.0953	-0.0937
O	0.1988	-0.2238	-0.0667
O	-0.0134	0.0382	0.0067
Si	0.0039	-0.0577	-0.1256
Si	-0.0332	0.0496	-0.0704
Si	0.0899	0.1057	-0.2669
Si	-0.0978	-0.0372	-0.0171
Si	-0.0745	-0.0458	-0.1328
Si	-0.1336	-0.1564	0.1869
Si	0.0029	-0.0931	0.1548
Si	0.0121	-0.0627	0.2201
Si	-0.0087	-0.009	-0.077
Si	-0.08	-0.0314	0.2075
Si	-0.1005	-0.0063	-0.1876
Si	0.0737	0.0019	0.2296
Si	-0.0197	0.0833	0.2501
Si	0.4011	-0.229	0.1726
Si	-0.1133	0.1962	0.4967
Si	-0.163	-0.153	-0.213
Si	-0.0102	-0.1931	-0.2112
Si	0.0007	0.1628	0.2344
Si	0.1554	-0.2176	-0.0203
Si	0.2345	0.0566	0.4053
Si	0.0525	0.0137	0.2102
Si	-0.0444	-0.0314	-0.1332
Si	-0.047	0.4765	0.1866
Si	-0.0646	0.1925	0.2322
Si	0.0338	-0.0032	0.0075
Si	-0.1173	0.0544	0.3409
Si	0.2925	-0.3495	-0.3721
Si	-0.1488	0.0045	-0.0027
Si	0.0861	0.0927	-0.0521
Si	-0.0151	0.2119	-0.1916
Si	-0.032	0.0773	-0.0278
Si	-0.1192	0.0329	-0.1755
Si	-0.0246	-0.0502	0.0541
Si	-0.0619	0.1432	0.2631
Si	-0.0643	0.0186	0.036
Si	0.1055	-0.0873	-0.0819
Si	-0.0276	0.0288	0.1222
Si	-0.1537	0.0784	0.0565
Si	0.037	-0.1918	0.222
O	0.001	-0.0372	-0.1117
O	0.0543	0.0158	-0.0144
O	0.0051	0.0008	0.1677
O	0.0882	0.0523	-0.0258
O	0.0348	-0.0023	0.0215
O	0.1437	0.1811	0.1801
O	0.1157	-0.1282	-0.1518
O	-0.0277	-0.0175	-0.043
O	0.0425	0.0259	0.1095
O	0.0174	0.0778	-0.1647
O	-0.024	-0.0429	-0.3514
O	-0.0492	-0.0232	0.0139
O	0.103	-0.1139	-0.1293
O	-0.0328	-0.1752	-0.0934
O	-0.0612	-0.0717	0.0165
O	0.0115	0.0331	-0.0625
O	-0.0084	-0.0101	-0.024
O	-0.0507	0.0837	-0.0508
O	-0.0017	0.0034	0.1792
O	0.0597	0.0157	-0.0635
O	-0.2106	0.0774	-0.1012
O	-0.1737	-0.0621	0.0639
O	-0.1183	0.005	0.2889
O	0.0635	-0.0686	0.037
O	-0.0102	0.2281	0.1728
O	-0.0977	-0.0192	-0.3126
O	0.0112	0.036	0.1395
O	0.0042	-0.1217	-0.0963
O	0.0389	-0.0537	-0.125
O	0.0446	-0.2688	-0.2232
O	-0.0295	0.0974	-0.1943
O	0.0786	-0.1974	0.1739
O	0.0264	0.0366	-0.2832
O	0.0202	0.1337	-0.0833
O	-0.0174	0.0776	0.0818
O	0.0196	-0.0216	-0.0293
O	0.0295	-0.0377	0.02
O	-0.0793	0.0512	-0.2258
O	0.1629	-0.3407	-0.4546
O	-0.175	0.031	-0.2275
O	-0.0502	0.0357	0.0137
O	-0.0212	0.0367	0.0655
O	0.0918	0.0949	-0.1122
O	0.0513	-0.0248	-0.0813
O	0.057	0.0514	0.0176
O	-0.0987	-0.0307	0.0947
O	-0.023	0.2487	-0.0419
O	-0.0092	0.0311	0.0043
O	-0.1901	-0.0272	-0.2182
O	-0.1186	-0.1641	0.2807
O	-0.0343	0.0549	-0.0927
O	0.0002	-0.0093	-0.0015
O	-0.1292	-0.2322	-0.1726
O	0.0238	-0.0348	-0.0748
O	0.0819	0.047	0.103
O	0.0208	-0.006	0.0132
O	-0.1324	0.1632	-0.2308
O	0.0293	-0.0229	-0.0245
O	-0.0256	0.0458	-0.0733
O	0.1217	-0.0748	0.1326
O	-0.0065	0.0213	0.0278
O	-0.0486	-0.0037	-0.0187
O	0.009	0.0262	0.2098
O	0.0744	0.0004	0.3347
O	0.0157	-0.0877	0.1331
O	0.0206	0.0631	0.1467
O	0.0518	-0.157	0.2665
O	-0.0406	0.0349	0.3458
O	-0.0486	-0.3388	-0.0382
O	-0.0687	0.094	0.2437
O	0.009	-0.0105	0.0802
O	-0.2064	0.0987	-0.0277
O	0.0108	0.2049	-0.1849
O	0.0535	-0.1536	-0.1931
O	-0.0019	-0.1461	-0.0795
O	-0.0351	-0.0531	-0.0596
O	0.0436	0.0358	-0.0515
O	-0.004	-0.0468	-0.0029

The program warned: the cutoff lies below the one the program advises for these potential files; the forces do not sum to zero within the program's tolerance; the exchange-correlation potential is rough where the density is thin.
